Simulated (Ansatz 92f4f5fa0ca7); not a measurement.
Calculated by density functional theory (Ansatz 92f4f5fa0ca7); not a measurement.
Periodic cell of 221 atoms, Si132O87H1N1, from a study of silicon, its oxide and their interface. The atomic structure is a simulated model.
Doubt: the cutoff is far below the 930 eV that the study's wrapper takes by default for these files, so forces and energies are approximate.
This geometry differs little from another in the collection (a relaxation step or a small displacement).

Settings
functional: PBE
potential files: Ansatz PAW
basis: plane waves
wave-function cutoff: 580 eV
density cutoff ratio: 5
exchange-correlation grid ratio: 1
k mesh: 1 x 1 x 1, Gamma-centred
self-consistency stop: 5e-08 eV per atom in the density residual
occupations: fixed
spin: none
net charge: 0

Cell vectors (angstrom)
a  10.938  0  0
b  0  10.938  0
c  0  0  32.6504

Atoms: element, x, y, z (angstrom)
Si  -0.346  0.2952  25.206
Si  5.7511  -0.4147  25.1611
Si  2.5139  3.0506  25.2118
Si  8.4336  2.5923  25.2375
Si  0.2825  5.2751  25.1996
Si  5.05  5.8295  25.2273
Si  2.9839  8.2629  24.9453
Si  8.109  8.4071  25.2628
Si  1.3648  1.3869  26.4406
Si  6.7614  1.3947  26.3958
Si  3.9968  4.2354  26.5983
Si  9.6345  4.1264  26.5491
Si  1.3936  7.0022  26.3571
Si  6.8243  6.8325  26.4597
Si  4.1387  9.5501  26.5503
Si  9.553  9.6522  26.6066
Si  2.7288  0.0136  27.8362
Si  8.12  0.0649  27.8836
Si  0.0258  2.7188  27.8904
Si  5.4284  2.7755  27.8278
Si  2.6347  5.5936  27.8938
Si  8.1935  5.4704  27.8494
Si  0.0056  8.2339  27.85
Si  5.4885  8.1727  27.8961
Si  4.1018  1.3673  29.2321
Si  9.5708  1.3673  29.2321
Si  1.3673  4.1018  29.2321
Si  6.8362  4.1018  29.2321
Si  4.1018  6.8362  29.2321
Si  9.5708  6.8362  29.2321
Si  1.3673  9.5708  29.2321
Si  6.8362  9.5708  29.2321
Si  0  0  30.5994
Si  5.469  0  30.5994
Si  2.7345  2.7345  30.5994
Si  8.2035  2.7345  30.5994
Si  0  5.469  30.5994
Si  5.469  5.469  30.5994
Si  2.7345  8.2035  30.5994
Si  8.2035  8.2035  30.5994
Si  1.3673  1.3673  31.9666
Si  6.8362  1.3673  31.9666
Si  4.1018  4.1018  31.9666
Si  9.5708  4.1018  31.9666
Si  1.3673  6.8362  31.9666
Si  6.8362  6.8362  31.9666
Si  4.1018  9.5708  31.9666
Si  9.5708  9.5708  31.9666
Si  2.7345  0  0.6835
Si  8.2035  0  0.6835
Si  0  2.7345  0.6835
Si  5.469  2.7345  0.6835
Si  2.7345  5.469  0.6835
Si  8.2035  5.469  0.6835
Si  0  8.2035  0.6835
Si  5.469  8.2035  0.6835
Si  4.1018  1.3673  2.0507
Si  9.5708  1.3673  2.0507
Si  1.3673  4.1018  2.0507
Si  6.8362  4.1018  2.0507
Si  4.1018  6.8362  2.0507
Si  9.5708  6.8362  2.0507
Si  1.3673  9.5708  2.0507
Si  6.8362  9.5708  2.0507
Si  0  0  3.418
Si  5.469  0  3.418
Si  2.7345  2.7345  3.418
Si  8.2035  2.7345  3.418
Si  0  5.469  3.418
Si  5.469  5.469  3.418
Si  2.7345  8.2035  3.418
Si  8.2035  8.2035  3.418
Si  1.3376  1.2979  4.8207
Si  6.8511  1.3161  4.7177
Si  4.0815  4.1276  4.712
Si  9.6233  4.0816  4.7697
Si  1.3823  6.8626  4.8936
Si  6.9173  6.7843  4.7027
Si  4.1084  9.5181  4.828
Si  9.6231  9.5683  4.8518
Si  2.6701  -0.1135  6.2373
Si  8.2074  0.0419  6.1539
Si  -0.0855  2.6548  6.189
Si  5.425  2.6782  5.9429
Si  2.8446  5.4746  6.2049
Si  8.3061  5.493  6.1053
Si  -0.0065  8.2008  6.3875
Si  5.5634  8.0718  6.0679
Si  3.8922  1.563  7.3103
Si  9.0193  1.7763  7.5977
Si  1.6494  3.7823  7.2847
Si  6.8343  4.052  7.1534
Si  4.7145  6.3554  7.4662
Si  9.2986  7.001  7.6927
Si  1.3182  9.5809  7.8401
Si  7.1112  9.2825  7.3399
O  1.3814  4.1435  24.6991
O  7.0304  9.5554  24.8044
O  2.782  2.6821  7.7847
O  8.1852  8.1916  7.9722
O  5.7681  5.1268  7.9142
O  -2.2192  2.2756  18.7772
O  4.0662  7.0192  24.5729
O  9.514  1.454  24.7112
O  2.1865  8.5061  8.7548
O  0.9445  4.3168  8.6666
O  9.3723  1.1502  9.0935
O  6.4625  10.0067  8.648
O  4.6209  1.0453  8.6814
O  4.4471  7.1726  8.8646
O  7.8794  2.9651  7.927
O  9.6798  6.4015  9.2052
O  3.2292  2.4191  23.8773
O  5.0346  -0.4026  23.6786
O  7.831  3.4113  23.9379
O  10.5907  5.863  23.8072
O  8.7902  7.8218  23.8853
O  0.0715  10.4731  23.8216
O  5.5176  4.8355  24.0165
O  1.1663  10.4672  21.4281
Si  4.1231  6.7489  12.1928
Si  8.4311  -2.3442  14.6126
Si  5.3197  2.85  13.3271
Si  6.7361  -4.0353  18.8888
Si  8.5024  -9.6499  17.5144
Si  1.7884  -3.2311  18.2709
Si  0.9535  9.5691  22.8016
Si  11.7728  3.6049  10.1265
Si  5.3428  10.7899  9.4983
Si  2.6404  4.0638  12.4267
Si  13.3493  -5.4958  16.5218
Si  -1.1488  2.9443  19.8197
Si  10.9394  1.2051  15.4993
Si  0.5207  -6.8202  14.5162
Si  6.5085  0.3411  12.2442
Si  0.3787  11.1876  20.1577
Si  14.3486  -6.1047  20.5877
Si  6.7861  -5.7834  11.9289
Si  5.4787  -2.0185  13.8543
Si  6.4862  3.8723  23.1439
Si  9.5179  0.0175  12.8354
Si  10.6988  0.6624  9.925
Si  1.7538  -0.4001  17.478
Si  4.1309  -3.2066  20.5129
Si  9.1876  -4.9559  13.4921
Si  0.9193  -5.8899  18.9973
Si  5.9322  2.4187  16.2415
Si  4.0547  2.2669  22.4792
Si  4.6966  -0.4309  16.3802
Si  9.9225  7.0868  22.973
Si  7.516  -1.4891  17.3777
Si  9.4286  5.5721  10.5995
Si  -2.7056  5.2265  21.0619
Si  3.8524  -0.7733  22.6176
Si  4.9658  4.8152  17.7145
Si  14.4618  -2.6865  9.6536
O  1.7372  4.5361  17.6909
O  9.8532  -9.8954  16.683
O  19.0106  0.7232  12.5334
O  6.0475  -1.185  12.5695
O  2.9473  -2.9462  19.3996
O  5.9972  6.0785  17.6833
O  3.7955  -4.6469  21.2708
O  4.4453  7.7564  13.4206
O  -1.1851  6.4105  11.9936
O  2.2664  3.9531  10.8472
O  14.6209  -7.4492  21.4564
O  4.8809  1.1825  16.2801
O  5.621  1.2697  13.2182
O  4.2192  4.7677  19.1644
N  2.5485  9.3115  23.5094
O  10.3915  4.2537  10.7146
O  16.6748  3.4015  17.5184
O  8.0666  -0.1607  18.181
O  4.252  -1.8783  21.4663
O  7.4325  1.8063  16.4103
O  5.6664  2.5055  22.7422
O  5.943  -1.1902  17.1062
O  -3.2836  -2.8376  18.2636
O  1.3936  0.4318  18.8515
O  -0.8584  -0.7756  19.9426
O  7.6169  5.5782  13.2752
O  7.8392  5.1304  10.6704
O  17.1151  -7.2656  12.2125
O  5.748  3.2605  14.8522
O  9.998  -6.193  14.1781
O  -1.8139  -1.4583  13.4239
O  3.227  7.5463  11.0866
O  1.5113  -5.7125  15.1937
O  14.6752  3.0114  12.9938
O  11.3294  -8.1531  15.4313
O  9.2641  -3.741  14.5727
O  6.8377  -2.6802  14.4634
O  9.1908  6.3854  21.6997
O  -0.5318  0.7546  14.0081
O  0.1448  8.161  22.5301
O  1.7982  4.802  20.3409
O  7.7134  -5.0924  19.6482
O  5.6121  -3.3517  19.8465
O  2.4595  -3.9237  16.9455
O  1.0813  -1.8724  17.7361
O  3.1968  -5.3866  12.77
O  3.6813  0.749  21.9301
O  10.7742  -9.1425  20.4513
O  10.5359  4.1354  18.9999
O  6.1237  0.6055  10.6992
O  5.5485  -4.7617  11.6071
O  12.1597  3.7033  13.1204
O  -4.0401  -6.0806  21.9169
O  3.9589  4.9528  16.4247
O  8.9871  -7.1649  20.9661
O  -2.4374  -1.603  16.0668
O  3.3572  -0.648  17.2716
O  11.6446  1.9751  10.148
O  12.1832  0.3021  16.0758
O  4.2331  9.6882  9.9604
O  11.4756  -0.4118  8.9581
O  10.3285  0.0055  11.3963
O  4.6353  -1.0804  14.8865
O  0.6503  6.6656  18.8495
H  -1.6135  -0.5558  19.3595

Results
free energy: -133795.738 eV
free energy less fixed offsets of H -15.97, N -385.13, O -568.88, Si -635.61 eV per atom: -1.558 eV

Forces (eV/angstrom), in the order of the atoms: element, x, y, z
Si  0.003  0.0009  0.0027
Si  -0.0027  -0.0156  -0.0224
Si  0.0052  -0.0171  0.0084
Si  -0.0097  0.0008  0.009
Si  -0.0085  0.011  -0.006
Si  0.0178  -0.0043  0.0198
Si  -0.0031  -0.0071  0.011
Si  -0.007  0.0008  0.0022
Si  0.0016  0.0001  -0.0066
Si  0.0061  0.0076  0.0018
Si  0.0035  -0.0011  -0.0051
Si  -0.005  0.0022  0.0001
Si  0.0007  0.0049  -0.0119
Si  -0.0058  0.0063  -0.0055
Si  -0.0026  0.0081  -0.0079
Si  0.0006  -0.0021  -0.0008
Si  0.0001  0.0009  0.0079
Si  -0.0066  -0.0041  0.0031
Si  -0.0006  -0.0024  0.0093
Si  0.0031  0.0025  0.0019
Si  0.002  -0.0017  0.005
Si  -0.0006  -0.0007  0.011
Si  -0.0057  0.0009  0.0084
Si  0.0111  -0.0035  0.0018
Si  -0.052  0.1172  -0.2272
Si  -0.1597  0.0737  0.1149
Si  -0.1765  0.2719  0.1863
Si  -0.0218  -0.0999  -0.1697
Si  -0.0513  0.0442  0.342
Si  0.0155  0.0466  -0.2285
Si  0.1401  0.0677  -0.0757
Si  -0.1466  0.0635  0.2205
Si  -0.0575  -0.0429  -0.0263
Si  0.0225  -0.0964  -0.007
Si  0.1109  0.0962  -0.0313
Si  0.0581  0.022  0.0063
Si  -0.0181  -0.1619  0.0226
Si  -0.0691  -0.0687  -0.022
Si  0.1384  0.0494  0.0315
Si  0.0551  0.0912  -0.0253
Si  -0.0349  0.0465  -0.0343
Si  -0.0271  0.0003  -0.0382
Si  0.0303  -0.0247  0.0056
Si  -0.0573  0.0632  0.0025
Si  -0.0305  0.0359  -0.0438
Si  -0.0199  -0.007  -0.03
Si  -0.0424  0.064  -0.0054
Si  0.0124  -0.023  0.0123
Si  0.0346  -0.0339  0.0215
Si  -0.0256  0.0241  0.0178
Si  -0.0193  0.0207  0.012
Si  0.0527  0.0104  0.0237
Si  0.043  -0.0516  0.0062
Si  0.003  -0.0662  0.0414
Si  0.055  -0.0608  0.0106
Si  0.0173  0.0158  0.0039
Si  -0.0758  -0.0549  0.0343
Si  -0.0268  0.0081  0.0229
Si  0.0026  -0.0109  0.007
Si  -0.0889  0.001  -0.0251
Si  0.0292  -0.0115  0.0174
Si  0.0669  0.1654  0.0086
Si  -0.0659  0.0462  0.0121
Si  -0.0433  -0.0345  0.0001
Si  0.054  -0.3513  -0.0787
Si  -0.2734  -0.4697  -0.1213
Si  -0.4361  -0.2236  0.0556
Si  0.1024  0.0964  -0.1193
Si  0.4235  0.1938  0.2733
Si  0.1773  -0.0576  -0.5391
Si  -0.1361  -0.0554  0.2961
Si  0.4906  0.3492  -0.0926
Si  -0.0044  -0.0039  -0.0059
Si  -0.0012  -0.0007  -0.0067
Si  0.0025  0.0062  -0.0143
Si  0.0014  -0.0041  -0.004
Si  -0.0011  0.0018  -0.0045
Si  0.0066  0.0003  -0.0042
Si  0.0043  0.0005  -0.0036
Si  -0.0009  -0.0012  -0.0004
Si  -0.0001  -0.0036  0.0123
Si  -0.0036  -0.0047  -0.0076
Si  -0.0019  0.0068  -0.0041
Si  0.0061  -0.0056  0.0082
Si  0.0042  0.0076  -0.0007
Si  -0.0046  0.0004  0.0089
Si  0.0032  -0.0022  0.0042
Si  -0.0066  0.0009  -0.0051
Si  0.0228  -0.0184  0.0019
Si  -0.0022  0.0002  0.0234
Si  -0.0076  0.001  0.0128
Si  -0.0097  0.0072  -0.0137
Si  -0.001  -0.0025  0.0165
Si  0.0029  -0.0174  -0.0025
Si  0.0036  0.0049  -0.0158
Si  -0.0023  0.0063  0.0176
O  -0.0037  0.0056  -0.002
O  -0.0058  0.0013  0.0012
O  -0.015  0.0112  0.004
O  -0.0074  0.0134  0.0008
O  -0.0019  0.0064  -0.0033
O  0.002  0.0008  0.0041
O  -0.0049  0.0009  -0.0052
O  0.0096  -0.0056  -0.001
O  -0.0037  0  -0.0009
O  0.0004  -0.003  -0.0003
O  -0.0017  0.0021  -0.0094
O  0.008  -0.0057  -0.0107
O  -0.0042  0.0052  -0.0072
O  0.0005  0  -0.0016
O  0.0193  -0.0158  0.0006
O  -0.0004  0.0004  -0.0022
O  -0.0001  0.0002  0.005
O  0.0114  -0.002  0.0306
O  -0.0033  0.002  -0.0025
O  0.0036  -0.0014  0.0079
O  -0.0022  0.0033  0.009
O  -0.0013  -0.0018  -0.0001
O  0.0031  -0.0058  -0.0086
O  0.0026  0.0001  0.0045
Si  0.0009  0.0004  0.0026
Si  -0.0003  -0.001  0.0023
Si  0.0005  0.0007  0.004
Si  0.0005  0.0017  -0.0035
Si  -0.0006  -0.0024  -0.0027
Si  0.0007  -0.0012  -0.0024
Si  -0.0043  0.0026  -0.005
Si  0.0001  0.0013  0.0007
Si  -0.003  0.0024  -0.0029
Si  -0.0006  0.0004  0.0029
Si  0.0004  -0.001  0.0003
Si  -0.001  -0.0001  -0.0037
Si  0.0003  -0.0007  0.0017
Si  0.0013  -0.0004  0.003
Si  -0.0015  -0.0004  0.0018
Si  -0.0019  -0.0015  -0.0054
Si  0.0005  -0.0017  -0.005
Si  -0.0006  -0.0004  0.0043
Si  -0.0004  -0.0009  0.0045
Si  0.0008  0.0019  -0.0046
Si  0.0018  -0.0011  0.0036
Si  0.0038  -0.0021  0.0039
Si  0.0024  -0.0023  -0.0008
Si  0.0013  0.0006  -0.004
Si  0.0005  -0.0008  0.0038
Si  0.0013  -0.0015  -0.003
Si  -0.0004  -0.0012  0.0011
Si  0.0023  0.0028  -0.0049
Si  0  -0.0006  0.0015
Si  0.0013  -0.0001  -0.0034
Si  0.0002  -0.0003  -0.002
Si  0.0026  -0.0009  0.0009
Si  0.0012  0.0011  -0.0012
Si  0.0053  0.005  -0.004
Si  -0.0003  -0.0014  -0.0005
Si  0.0043  -0.0014  -0.0043
O  0  -0.0008  0.0015
O  0  -0.0003  0.0016
O  0.0006  0  -0.0007
O  -0.0004  -0.0003  -0.0015
O  -0.001  -0.0006  0.0027
O  -0.0005  -0.0019  0.0014
O  0.0006  0.0011  0.0037
O  0.0003  0.0002  -0.0003
O  0.0005  -0.0007  -0.0013
O  -0.0003  -0.0006  -0.0018
O  0.0019  -0.0021  0.0061
O  0.0006  -0.0004  -0.0003
O  -0.0004  -0.0012  -0.0004
O  0.0011  -0.0008  0.0019
N  -0.0033  -0.0087  0.0118
O  0.0008  -0.0002  -0.0034
O  0.0007  0.0007  0.0008
O  -0.0007  0.0001  0.0032
O  -0.0005  -0.0017  0.0024
O  0  -0.0009  0.0017
O  -0.0006  0.0047  0.0064
O  0.0009  -0.0009  0.0012
O  -0.0001  -0.0007  0.0027
O  0.0009  -0.0004  0.0026
O  0.0023  -0.0002  0.005
O  0.0002  -0.0005  -0.0007
O  0.0003  -0.0009  -0.0005
O  -0.0005  -0.0007  -0.0007
O  0.0005  -0.0009  0
O  -0.001  0.0007  -0.0011
O  0  0.0002  -0.0012
O  -0.0041  -0.0059  0.0065
O  0.0001  -0.0012  0.0008
O  0.0005  -0.0013  -0.0004
O  0.001  0.0004  0.0001
O  0.0009  -0.0014  -0.0001
O  -0.0001  -0.0002  -0.001
O  -0.004  -0.0056  0.0018
O  0  -0.0009  -0.0015
O  0.002  0.0025  0.0041
O  -0.0008  -0.0006  0.0025
O  0.0011  -0.0025  0.0046
O  0  -0.0008  0.0042
O  -0.0001  -0.0002  0.0019
O  0.0005  0  0.0013
O  -0.0009  -0.0016  0.0001
O  -0.0009  -0.0034  0.0039
O  -0.0009  0  0.0037
O  -0.0003  -0.0023  0.0033
O  0.0041  0.0025  0.0043
O  0.0015  -0.0011  -0.0012
O  0.0005  -0.0003  -0.0004
O  -0.0008  -0.0068  0.0072
O  0.0008  -0.0014  0.0006
O  0.0015  0.0002  0.0023
O  -0.0001  -0.0009  0.0011
O  -0.0023  -0.0004  0.0016
O  -0.0007  -0.0001  -0.0023
O  0.0005  -0.0013  0.0003
O  0.0011  0.0011  0.0069
O  -0.0039  0.0037  0.0056
O  -0.0012  -0.0007  -0.0012
O  0.0005  -0.0005  -0.0008
O  -0.0005  -0.0002  0.0029
H  -0.0009  -0.001  -0.0027

The program warned: the cutoff lies below the one the program advises for these potential files; the forces do not sum to zero within the program's tolerance; the exchange-correlation potential is rough where the density is thin.
